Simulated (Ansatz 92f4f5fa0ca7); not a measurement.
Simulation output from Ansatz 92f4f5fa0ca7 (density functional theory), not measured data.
Periodic cell of 215 atoms, Si128O87, from a study of silicon, its oxide and their interface. The atomic structure is a simulated model.
This geometry differs little from another in the collection (a relaxation step or a small displacement).

Settings
functional: r2SCAN
potential files: Ansatz PAW
basis: plane waves
wave-function cutoff: 800 eV
density cutoff ratio: 5
exchange-correlation grid ratio: 1
k mesh: 1 x 1 x 1, shifted by 0.5 0.5 0 of a step
self-consistency stop: 1e-10 eV per atom in the density residual
occupations: fixed
spin: none
net charge: 0

Cell vectors (angstrom)
a 10.88 0 0
b 0 10.88 0
c 2.9433 1.9962 31.3627

Atoms: element, x, y, z (angstrom)
Si -0.0693 10.9686 15.5403
Si 4.2121 2.2003 -5.2488
Si -0.3905 2.3373 -2.8622
Si 5.1911 8.3731 -5.5187
Si -1.1347 7.0233 -4.5936
Si 1.9409 9.5427 -2.6324
Si 3.9429 7.4885 -3.0349
Si 1.7935 6.3347 -5.1744
Si 4.48 7.0936 1.369
Si 6.6439 9.3196 1.559
Si 4.1408 1.5096 1.3723
Si 7.389 4.6756 1.4681
Si -1.809 6.4926 1.6385
Si 1.0198 9.3012 1.3105
Si 9.4131 11.9682 1.5343
Si 1.1688 3.9201 1.2013
Si 2.7152 8.1637 2.5713
Si 5.432 10.9495 2.7277
Si 2.6893 2.808 2.6702
Si 5.5784 5.5467 2.7827
Si 8.0689 8.1138 3.0056
Si 10.8987 10.7821 2.8749
Si 8.2081 13.6467 2.6882
Si -0.0465 5.3603 2.6813
Si 1.3873 6.7671 3.9555
Si 4.0195 9.5593 4.0437
Si 1.3945 1.3815 4.0956
Si 4.1199 4.1231 4.004
Si 6.7501 6.8031 4.3607
Si 9.5204 9.4921 4.2126
Si 6.8098 12.3005 4.0516
Si 9.5676 4.0281 4.1544
Si 2.7323 5.4444 5.3669
Si 5.3445 8.2225 5.5288
Si 2.7178 0.0117 5.4719
Si 5.4298 2.741 5.4014
Si 8.1955 5.3951 5.545
Si 0.0466 8.0937 5.417
Si 8.1411 10.9191 5.4441
Si 0.0261 13.5633 5.5088
Si 4.006 6.7858 6.8101
Si 6.7978 9.5705 6.816
Si 4.1077 1.384 6.7961
Si 6.7722 4.0399 6.8282
Si -1.2953 6.7947 6.829
Si 1.3355 9.4928 6.7936
Si -1.382 12.2186 6.8328
Si 1.4092 4.0998 6.7889
Si 2.6651 8.1296 8.1668
Si 5.4728 10.9338 8.1759
Si 2.7538 2.7424 8.1631
Si 5.3933 5.418 8.1487
Si 8.204 8.1942 8.1373
Si -0.0422 10.8318 8.1653
Si 8.1348 2.6919 8.1835
Si 0.0677 5.4588 8.1764
Si 1.3648 6.8062 9.6245
Si 4.0824 9.508 9.395
Si 1.3458 1.3514 9.4267
Si 4.0799 4.0762 9.6071
Si 6.807 6.802 9.3889
Si 9.5122 9.5158 9.617
Si 6.8105 12.249 9.6178
Si 9.5268 4.0978 9.4246
Si 2.7364 5.4501 11.0022
Si 5.4537 8.1583 10.7073
Si 2.7094 10.8309 10.7137
Si 5.4509 2.7198 10.9996
Si 8.1467 5.4508 10.7338
Si -0.0078 8.1514 11.0088
Si 8.1487 10.8831 11.0082
Si -0.0129 2.7368 10.7457
Si 4.2251 6.8546 12.21
Si 6.6904 9.4511 12.2191
Si 4.0191 12.1071 12.1629
Si 6.89 4.1584 12.2458
Si -1.4617 6.7347 12.2277
Si 1.4578 9.552 12.2457
Si 9.5783 12.3338 12.2346
Si 1.2756 4.0388 12.2327
Si 3.2615 8.5983 13.4663
Si 4.9188 10.3552 13.5081
Si 2.2406 2.2002 13.3335
Si 5.9783 5.9114 13.5237
Si -3.2287 7.7172 13.4656
Si 0.5281 11.4053 13.3541
Si 8.6546 3.2403 13.5141
Si -0.522 4.9698 13.4596
Si 8.5371 8.2117 18.8413
Si 2.2775 10.1434 19.8556
Si 9.2388 8.415 16.0178
Si 2.8166 7.4558 15.4751
Si 1.9699 12.0476 21.872
Si 1.1681 5.3213 20.629
Si 8.9574 1.549 -6.2187
Si 8.453 10.1485 0.3279
Si 6.117 6.5416 18.2587
Si 4.5752 3.3142 -8.0912
Si 8.6852 4.1638 -4.3908
Si 0.0376 5.9328 15.5091
Si 8.1147 1.703 16.1576
Si 1.8662 5.0419 -0.8639
Si -0.0217 8.0767 20.5988
Si 5.2777 11.252 15.6873
Si 1.7748 11.0849 -0.0791
Si -0.9401 8.2477 0.2974
Si -0.1854 7.4169 -1.7349
Si 8.5657 2.9699 18.981
Si 3.9378 2.3279 15.941
Si 1.9455 3.6692 -3.7644
Si 2.8278 10.3551 -5.4508
Si 0.2231 1.9936 0.2286
Si 0.5136 11.3671 -7.2773
Si 4.1536 9.0008 17.7036
Si 8.236 11.2936 -2.6639
Si 3.4947 3.6517 21.4075
Si 6.1732 4.4823 20.4789
Si 5.1284 5.2806 15.6476
Si 4.0426 5.7613 -0.5462
Si 8.4105 9.4677 21.5416
Si 6.3711 2.9077 -3.2708
Si 7.2159 2.001 -8.7642
Si 4.0271 6.357 -7.349
Si -1.1961 1.406 21.4116
Si 7.9349 9.6061 -5.0712
Si 0.2216 4.1924 18.0515
Si 5.3844 3.8122 -0.5195
Si 1.7104 1.4587 17.7069
O 8.284 10.782 -1.1582
O 2.102 4.1443 -2.2215
O 8.4115 1.8269 -7.7087
O 5.3709 3.3044 -2.0664
O -0.3995 9.373 15.6146
O 8.1707 2.904 15.0628
O 2.7986 6.8591 -4.0063
O 2.9521 8.3927 16.7989
O -1.1263 6.8838 16.1385
O 0.9984 2.354 -3.6972
O -1.0659 8.6335 21.7268
O 8.6581 8.9763 17.4234
O 3.3179 11.4156 0.3473
O 0.6733 8.6069 -2.3932
O 3.2826 8.729 -2.2214
O 6.0941 5.6848 16.8905
O -1.1268 3.7241 -3.2648
O 3.8778 9.2274 -5.9399
O -0.2216 2.4586 -1.2757
O 5.5829 8.2384 0.8738
O -0.3214 1.3284 -6.1841
O 3.1661 2.0907 17.3614
O 5.6433 5.6945 19.5444
O 8.6135 2.9068 -5.421
O 1.1094 5.1335 19.0239
O 7.6356 6.917 18.5981
O 9.3467 1.8717 19.8932
O 7.7456 10.0144 -3.5164
O -1.3933 11.7527 16.0424
O 2.5599 6.4731 -6.6168
O 6.5567 9.1686 -5.7904
O 6.8615 11.6157 15.8405
O 7.2578 1.6818 -2.7257
O 5.0101 2.564 0.4646
O 1.8076 10.8547 -1.7046
O 4.8153 3.6967 15.8779
O 2.6722 5.0159 21.1345
O 4.1685 2.3512 -6.8557
O 0.9649 1.5496 -8.4005
O 1.944 9.8727 -4.2
O 8.0516 8.4101 14.9172
O 3.531 9.4632 19.1172
O 0.0359 4.322 21.2117
O 0.3696 4.7585 16.5582
O 1.3188 6.8953 15.2986
O 6.6572 5.0073 21.9378
O -1.1992 11.846 -3.1922
O 7.9605 2.2693 17.6568
O 5.2466 7.8747 18.0461
O 1.7761 11.4004 18.9961
O 5.1581 8.0268 -3.9414
O 0.7466 6.1597 -1.272
O 9.0524 5.6047 -5.045
O 1.8229 10.6822 -6.6583
O 0.3819 7.1373 -5.1914
O -1.1613 6.9669 -2.96
O 4.5406 6.4466 -1.9744
O 7.364 3.6367 19.8149
O 4.3138 4.8036 -7.5768
O 0.7052 2.6609 18.0301
O 3.6776 11.6084 -4.9276
O -0.9023 7.6557 19.3105
O 4.873 3.5355 20.5953
O 8.7452 11.0274 21.7692
O 5.686 2.3732 -4.6347
O 2.5049 2.4376 21.0168
O 2.7288 2.5234 14.8673
O 3.7539 6.1467 15.741
O 8.9543 8.3371 -5.1478
O 5.1404 6.9983 -6.3632
O 0.3663 11.9152 21.67
O 1.1661 11.3915 16.5057
O -1.3184 4.1616 18.53
O 4.85 10.2195 16.8932
O 7.2357 4.2196 -3.6686
O -0.4835 10.2639 -7.9567
O 6.8935 4.2901 -0.0698
O 2.6881 10.7084 21.3157
O 9.3184 2.6255 22.4159
O 6.1632 3.1569 -8.3801
O 1.3643 4.8281 -4.7406
O 1.0333 9.1612 20.0785
O 7.943 9.1879 20.0006
O 0.8045 6.8082 21.1316
O 4.264 7.0653 -8.8034
O 8.338 11.0101 -5.763
O 3.3421 3.2879 -4.4488

Results
free energy: -131496.289 eV
free energy less fixed offsets of O -570.45, Si -639.56 eV per atom: -3.459 eV

Forces (eV/angstrom), in the order of the atoms: element, x, y, z
Si 0.0008 -0.0022 -0.0006
Si 0.0007 0.0007 0.001
Si 0.0011 0.0006 0.0031
Si 0.0018 -0.0015 0.0014
Si 0.0018 0.0005 0.0036
Si 0.0014 -0.0025 0.0023
Si 0.0011 0.0002 0.0026
Si 0.0026 0.0004 0.0007
Si 0.0017 -0.0021 -0.0037
Si -0.0028 -0.0015 -0.0013
Si -0.0005 0.0008 -0.0024
Si -0.0018 -0.0016 -0.0013
Si 0.0003 0 -0.001
Si 0.0013 0.0014 0.0009
Si 0.0013 -0.0004 0.0021
Si 0.0029 0.0014 -0.0005
Si -0.0025 -0.0008 -0.0015
Si 0.0001 -0.0002 0.0001
Si -0.0018 -0.0013 0.0009
Si 0.0013 -0.0009 0.0014
Si 0.0014 0.0009 0.0003
Si -0.0006 0.0008 -0.0014
Si -0.0006 -0.0007 0.0001
Si 0.0027 -0.001 -0.0007
Si 0 -0.0004 0.0001
Si 0.0008 0.0004 -0.0011
Si 0.0006 -0.0001 -0.0008
Si 0.0001 0.0006 -0.0009
Si -0.0007 -0.0017 -0.0015
Si -0.0011 -0.0009 -0.0015
Si 0.0007 0.0008 -0.0002
Si -0.0015 -0.0002 -0.0018
Si 0.0011 0.0003 0.0004
Si -0.0015 0.0007 0
Si 0.0007 -0.0003 0.0001
Si 0.0006 0.0005 0
Si 0.0005 0 -0.0003
Si 0.0004 -0.0007 0.0004
Si -0.0015 0.0003 -0.0008
Si 0.0007 0.0012 0.0002
Si -0.0008 0.0002 0.0009
Si -0.0003 0.0011 0.0001
Si 0.0002 0.0003 -0.0004
Si -0.0007 -0.0009 0
Si 0.0005 0.0003 -0.0002
Si 0.001 -0.0008 -0.0001
Si 0.0002 -0.0002 0
Si 0.0005 -0.0001 0
Si -0.0002 0.0005 0.0002
Si 0.0004 0.0006 0.0004
Si -0.0002 0.0001 0.0004
Si -0.0012 -0.0003 -0.0008
Si -0.0003 0.0006 -0.0002
Si 0.0002 0.0008 0.0002
Si -0.0002 0.0003 0
Si 0.0002 0.0001 -0.0003
Si 0.0002 0.0006 0.0003
Si -0.0005 -0.0003 -0.0002
Si -0.0005 -0.0006 -0.0001
Si -0.0003 0.0006 0.0016
Si -0.0008 0.0009 0.0001
Si -0.0007 0 0.001
Si -0.0003 0.0008 0.0005
Si -0.0001 -0.0004 0.0005
Si 0.0003 0.0005 0.0012
Si 0.0006 0.0001 -0.0004
Si 0.0005 0.0018 -0.0007
Si 0.0002 0.0006 0.0014
Si -0.0007 0.0002 0.0004
Si 0.0012 0.0002 0.0015
Si 0.0007 0.0004 0.0009
Si 0.0004 0.0004 -0.0001
Si -0.001 0.0007 -0.0013
Si 0.0001 0.0008 -0.001
Si -0.0002 0.0004 -0.0013
Si 0.0007 -0.0007 -0.002
Si -0.0007 -0.0003 -0.0011
Si 0.0013 -0.0004 -0.0014
Si -0.0023 0.0018 -0.0012
Si 0.0008 -0.0004 -0.0005
Si 0.0024 0.0015 0.001
Si -0.0006 0.0006 0.0012
Si 0.001 0.0008 -0.0001
Si -0.0005 0.0003 0.003
Si 0.0009 0.0015 0.0046
Si -0.0011 -0.0003 0.0032
Si 0.0004 -0.0003 0.0018
Si 0.0004 0.0004 0.0016
Si 0.0006 0 -0.0017
Si -0.0002 0.0014 -0.0037
Si 0.0002 0.0003 -0.0024
Si -0.0017 -0.0021 -0.002
Si -0.0013 -0.0005 -0.0026
Si -0.0005 -0.0003 -0.0006
Si 0.0002 -0.0001 -0.0014
Si -0.0024 0.0019 -0.0069
Si -0.0019 -0.001 -0.0011
Si 0.0003 -0.0003 0.0006
Si -0.0005 -0.0023 0.0025
Si 0.0021 -0.0012 0.0013
Si -0.002 0.0004 -0.0034
Si 0.001 0.0006 0
Si 0.002 -0.0014 -0.0011
Si -0.0015 0.0002 -0.0022
Si 0.0017 -0.0012 0.002
Si -0.0011 -0.0001 0.0009
Si 0.0025 -0.0036 0.0006
Si 0.0009 0.0003 -0.0022
Si -0.0007 0.0011 -0.0019
Si 0.0021 -0.0004 0.0047
Si -0.0007 -0.0014 -0.0009
Si -0.001 0.0012 -0.0035
Si 0.0007 -0.0004 0.0013
Si 0.0018 0.0007 -0.002
Si 0.0006 -0.0008 0.0055
Si 0 -0.0003 -0.0001
Si 0.0003 0.0021 -0.001
Si -0.0005 -0.0012 0.0009
Si -0.001 0.0019 0.0014
Si -0.0003 0.0013 0.0001
Si -0.001 -0.0003 0.0011
Si 0.0008 -0.0018 -0.0008
Si 0.0012 -0.0007 0.001
Si 0 -0.0002 -0.0008
Si -0.0003 0.0004 0.0004
Si 0.0015 -0.0003 -0.0018
Si 0.0026 -0.0016 0.0019
Si 0.0001 0 -0.0013
O 0.0029 -0.0014 0.0042
O -0.0004 -0.0009 -0.0045
O -0.0011 -0.0006 0.0007
O 0.001 0.0007 0.0003
O -0.0069 0.0011 -0.0003
O -0.0005 -0.001 0.0027
O -0.0003 -0.0017 -0.0019
O 0.0004 0.0013 0.0014
O -0.0009 0.0046 -0.0008
O -0.0003 -0.0001 -0.0006
O 0.0001 -0.0002 -0.0005
O 0.004 -0.0008 -0.0005
O 0.0002 0.0006 -0.0017
O 0.0025 -0.0018 0.0016
O 0.0013 0 -0.0036
O -0.0045 0.0005 0.0013
O 0 -0.001 -0.002
O 0.0007 0.001 0.0006
O 0.001 -0.0011 -0.0007
O 0.0023 0.003 0.0004
O -0.0029 0.0013 -0.0004
O -0.0014 -0.0005 0.0005
O 0.001 0.0014 -0.0011
O 0.0037 0.0002 -0.0006
O 0.0012 0.0002 0.0008
O 0.0011 0.0022 -0.0036
O -0.001 0.0029 -0.0009
O 0.0011 0.0006 -0.0012
O -0.0005 0.0013 0.0001
O 0.001 -0.0009 0.0012
O 0.0009 -0.0003 0.0016
O 0.0034 0.0028 0.0021
O 0.0006 -0.0009 -0.0001
O 0.0002 0.0016 -0.0014
O 0.0006 -0.0019 0.0001
O 0.0002 0.0016 -0.0017
O 0.0001 -0.001 0.0017
O 0.0008 0.0006 0.0011
O 0.0012 -0.0006 -0.0028
O 0.0006 0.0003 0.001
O 0.0028 -0.0004 0.0026
O -0.0003 0.0001 0.0004
O 0.0002 0.0008 0.0031
O 0.0002 0.003 -0.0002
O -0.0031 -0.0013 -0.0012
O 0.0013 0.0006 0.0013
O -0.0008 -0.001 -0.0002
O 0.0014 0.0034 0.0011
O -0.0008 -0.0013 -0.0002
O 0.0011 -0.0002 0.0015
O -0.0003 -0.0026 -0.0018
O -0.0031 0.0016 0.0001
O 0.0001 -0.0003 -0.001
O 0.0016 -0.0043 0.002
O 0.0002 -0.0006 0.0011
O 0.002 0.001 -0.0016
O -0.004 -0.0013 0.0028
O -0.0009 0.0019 -0.0003
O 0.0003 -0.0001 -0.0008
O -0.0009 0.0025 0.0006
O -0.0022 -0.0008 -0.0006
O 0.0004 0.0022 0.0029
O -0.0013 -0.002 0.0005
O -0.0007 -0.0012 -0.0005
O -0.0019 -0.0026 -0.0007
O 0.001 0.0009 -0.0005
O 0.0002 0.0008 0.0028
O -0.0004 0.0007 -0.0012
O 0.0003 -0.0013 -0.0006
O -0.001 0.0013 0.0004
O 0.0003 0.0019 -0.0008
O -0.0013 0.0015 0.0007
O -0.0001 -0.0002 0.0002
O -0.001 -0.0009 0.0007
O 0.0025 0 -0.0019
O 0.0002 -0.0003 -0.0016
O 0.0001 -0.0009 0.001
O -0.0004 0.0003 0.0003
O 0.0017 0.0024 -0.0003
O -0.0003 -0.0005 0.0011
O 0.0012 0.001 -0.0004
O -0.0042 -0.004 -0.001
O 0.0002 -0.0005 0.0013
O -0.0009 0.0022 -0.0014
O 0.0014 0.0005 -0.0001
O 0.0004 -0.0005 -0.0002
O -0.0001 -0.0015 -0.0003

The program warned: the cutoff lies below the one the program advises for these potential files; the forces do not sum to zero within the program's tolerance; empty levels may hold ghost states of the PAW files; the exchange-correlation potential is rough where the density is thin.
